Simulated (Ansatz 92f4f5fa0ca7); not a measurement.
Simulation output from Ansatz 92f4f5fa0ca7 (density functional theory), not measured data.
Periodic cell of 262 atoms, Si166O96, from a study of silicon, its oxide and their interface. The atomic structure is a simulated model.
Doubt: the cutoff is far below the 930 eV that the study's wrapper takes by default for these files, so forces and energies are approximate.
This geometry differs little from another in the collection (a relaxation step or a small displacement).

Settings: functional PBE; potential files Ansatz PAW; basis plane waves; wave-function cutoff 580 eV; density cutoff ratio 5; exchange-correlation grid ratio 1; k mesh 1 x 1 x 1, Gamma-centred; self-consistency stop 5e-08 eV per atom in the density residual; occupations fixed; spin none; net charge 0.

Cell vectors (angstrom)
a	10.938	0	0
b	0	10.938	0
c	0	0	38.0661

Atoms and the computed forces on them: element, x, y, z (angstrom), force x, y, z (eV/angstrom)
Si	0	0	0.683	0.014	-0.0233	0.0011
Si	5.469	0	0.683	0.0218	-0.0451	0.004
Si	2.7345	2.7345	0.683	0.0364	-0.0618	-0.0227
Si	8.2035	2.7345	0.683	0.0157	-0.0203	0.0028
Si	0	5.469	0.683	0.0283	-0.0153	0.0046
Si	5.469	5.469	0.683	0.0564	-0.0392	0.0075
Si	2.7345	8.2035	0.683	0.0194	-0.0046	-0.0075
Si	8.2035	8.2035	0.683	0.0233	-0.0276	-0.0096
Si	1.3673	1.3673	2.0503	0.1201	-0.0436	-0.0272
Si	6.8362	1.3673	2.0503	0.1147	-0.0434	-0.0448
Si	4.1018	4.1018	2.0503	-0.0052	-0.0943	-0.0566
Si	9.5708	4.1018	2.0503	0.071	-0.0457	0.046
Si	1.3673	6.8362	2.0503	0.0298	0.0359	-0.0334
Si	6.8362	6.8362	2.0503	0.1991	-0.0488	-0.0835
Si	4.1018	9.5708	2.0503	0.0142	-0.0705	-0.0005
Si	9.5708	9.5708	2.0503	0.0657	-0.0235	0.0062
Si	2.7345	0	36.0146	-0.0285	0.0434	-0.1423
Si	8.2035	0	36.0146	-0.2458	0.0567	0.1464
Si	0	2.7345	36.0146	-0.0654	0.1802	0.0684
Si	5.469	2.7345	36.0146	-0.0815	0.0699	-0.0974
Si	2.7345	5.469	36.0146	0.0364	0.0004	-0.0894
Si	8.2035	5.469	36.0146	-0.1223	-0.0024	0.0275
Si	0	8.2035	36.0146	0.2177	0.1245	0.1473
Si	5.469	8.2035	36.0146	-0.043	0.0439	-0.1091
Si	4.1018	1.3673	37.3818	-0.0286	0.0547	-0.0069
Si	9.5708	1.3673	37.3818	-0.023	0.0321	-0.0066
Si	1.3673	4.1018	37.3818	-0.0924	0.0624	0.0116
Si	6.8362	4.1018	37.3818	0.0203	0.0025	0.01
Si	4.1018	6.8362	37.3818	-0.0151	0.0169	0.0056
Si	9.5708	6.8362	37.3818	-0.0271	0.0296	-0.0237
Si	1.3673	9.5708	37.3818	-0.0485	-0.005	0.03
Si	6.8362	9.5708	37.3818	0.0132	0.0359	0.0161
Si	-0.271	0.2857	27.901	0.0223	-0.0079	0.0456
Si	5.1653	-1.1139	28.8909	0.1337	-0.1177	-0.0137
Si	2.5396	2.5605	27.5683	-0.0214	-0.0198	0.1013
Si	8.2688	2.1374	27.1914	-0.0258	-0.0081	-0.0317
Si	-0.2958	6.772	27.7577	0.041	-0.0606	-0.0385
Si	5.9174	5.8641	27.3649	0.0018	-0.0252	0.0029
Si	2.3867	10.5531	26.8875	0.0018	0.0098	-0.0329
Si	8.6123	8.0188	27.9866	-0.0598	0.0492	0.0161
Si	-0.0892	2.9229	30.6597	0	-0.0248	0.0102
Si	6.3644	0.9977	29.2375	-0.0366	-0.0048	-0.0156
Si	3.8369	4.1479	28.8838	-0.0169	-0.0142	0.0053
Si	9.5518	4.2354	29.2452	-0.0291	-0.0658	-0.009
Si	1.5201	7.3961	29.2171	-0.0199	-0.0296	-0.0064
Si	7.0612	6.7779	29.2309	-0.0227	0.0201	-0.0064
Si	2.8689	9.4014	28.8427	0.0232	0.0685	-0.0156
Si	9.531	9.7009	29.2877	-0.0001	-0.005	0.0015
Si	2.4453	0.0984	30.5015	-0.0514	-0.0107	-0.0145
Si	8.1036	0.09	30.5992	0.0129	-0.0321	0.0236
Si	1.1277	1.6127	29.2387	0.0071	0.0152	-0.0487
Si	5.3088	2.8047	30.3537	-0.0059	0.0016	-0.0163
Si	2.6142	5.5831	30.3846	0.0344	-0.0288	0.001
Si	8.2088	5.4454	30.6886	-0.0152	-0.0128	0.0013
Si	-0.0513	8.361	30.6893	-0.0012	0.0479	-0.0144
Si	5.6963	8.1953	30.5237	0.0128	0.0531	-0.0496
Si	4.0229	1.3743	31.7807	0.0134	0.0083	0.0234
Si	9.4914	1.4648	31.9413	0.0121	0.0349	-0.0089
Si	1.3646	4.2412	31.9249	-0.0189	-0.0054	0.015
Si	6.7258	4.0632	31.8673	0.0185	0.0085	0.014
Si	4.0897	6.9054	31.754	-0.0063	-0.0106	0.016
Si	9.5675	6.874	31.9804	-0.0065	-0.018	0.0368
Si	1.2685	9.7075	32.0417	0.017	-0.0062	0.0185
Si	6.8957	9.5695	32.0047	-0.0095	-0.0141	0.0075
Si	-0.0879	0.1116	33.3562	-0.0001	-0.0097	0.0059
Si	5.4253	0.0261	33.2243	0.0073	-0.0056	0.013
Si	2.7223	2.7659	33.2227	0.0053	0.0117	0.01
Si	8.1144	2.7784	33.3009	-0.0054	-0.0016	-0.0056
Si	-0.0014	5.5218	33.3357	0.0056	0.0027	-0.0052
Si	5.4113	5.5109	33.2077	-0.0162	-0.0009	0.0033
Si	2.7328	8.2546	33.2222	-0.003	-0.0022	0.0114
Si	8.22	8.2162	33.3669	0.0023	0.0214	0.0064
Si	1.3778	1.415	34.6515	-0.0018	-0.0034	0.0033
Si	6.8057	1.3546	34.641	-0.0113	0.0003	0.0072
Si	4.099	4.1111	34.6185	0.0059	-0.0065	0.0072
Si	9.5562	4.1095	34.6471	-0.0001	0.0002	0.0056
Si	1.3983	6.876	34.6471	0.0075	0.0036	0.0058
Si	6.8138	6.8195	34.6403	0.0024	-0.005	0.0022
Si	4.103	9.5816	34.6267	-0.0026	0.0019	0.0044
Si	9.5771	9.5906	34.6931	0.0003	-0.0043	0.0081
Si	2.7396	-0.0107	3.424	-0.001	0.0008	-0.0005
Si	8.2195	0.0022	3.4189	0.0062	0.0013	-0.0039
Si	0.0305	2.7375	3.4157	-0.0049	0.0038	-0.0024
Si	5.4751	2.7233	3.4106	0.0003	-0.0016	-0.0003
Si	2.7425	5.4673	3.4084	0.0017	0.0036	0.0018
Si	8.2272	5.4786	3.4242	0.0031	0.0023	0.001
Si	0.0214	8.2121	3.4217	0.0054	-0.0015	-0.0018
Si	5.4867	8.1956	3.4028	-0.0017	0.0021	0.0016
Si	4.15	1.3158	4.7825	0.0051	0.0019	-0.0076
Si	9.6463	1.3316	4.7737	-0.0029	-0.009	-0.0114
Si	1.4151	4.0867	4.7913	0.0035	-0.0028	-0.0065
Si	6.8637	4.08	4.7562	-0.0029	0.0026	-0.0009
Si	4.1663	6.7792	4.7577	-0.0109	-0.0025	-0.0047
Si	9.6401	6.8195	4.7964	-0.0019	-0.0037	-0.0032
Si	1.4163	9.5334	4.8139	-0.0057	0.0014	-0.0084
Si	6.8742	9.5329	4.766	0.0007	-0.0046	-0.0089
Si	0.0542	-0.0435	6.1917	0	0.006	-0.0118
Si	5.5118	-0.0778	6.1531	0.002	0.0062	0.0005
Si	2.8148	2.7103	6.1262	-0.0114	-0.0038	0.0073
Si	8.2707	2.725	6.0682	-0.0029	0.0021	0.0005
Si	0.0878	5.4632	6.1854	-0.0082	0.0006	-0.0025
Si	5.4962	5.4001	6.1588	0.0079	0.0072	-0.0066
Si	2.839	8.1381	6.1249	0.0076	0.0012	0.0044
Si	8.2432	8.1688	6.1321	0.0085	0.0006	0.0004
Si	1.4566	1.3817	7.4945	0.0018	0.0026	-0.02
Si	6.9862	1.2883	7.3981	0.0039	-0.0079	0.0009
Si	4.2139	3.9732	7.5735	-0.0179	0.0162	-0.0088
Si	9.5725	4.1064	7.4732	0.0019	0.0019	0.0225
Si	1.5959	6.7366	7.5413	-0.0026	0.0028	-0.0045
Si	6.8733	6.7896	7.4716	-0.0182	-0.0007	0.0136
Si	4.1783	9.4544	7.553	-0.0142	-0.0092	-0.0135
Si	9.6093	9.4878	7.5388	-0.0048	-0.0061	0.004
Si	2.7957	-0.0558	8.8336	0.0316	0.0119	0.0368
Si	8.2931	0.0135	8.887	-0.0186	-0.0095	-0.0118
Si	0.0336	2.7818	8.7836	-0.0195	0.0134	0.0049
Si	5.5667	2.4402	8.8229	-0.0085	-0.01	0.0235
Si	2.9373	5.3348	9.0166	0.0025	-0.0001	-0.002
Si	8.1382	5.3883	8.869	0.0342	0.005	0.0059
Si	0.2015	8.1524	8.7761	-0.0039	0.0059	0.0109
Si	5.6097	8.1173	8.9555	0.0051	-0.0145	0.007
Si	4.4872	0.875	10.1479	-0.0319	0.0041	-0.0228
Si	9.8447	1.2628	10.1816	0.0303	-0.0069	-0.0125
Si	1.2312	4.194	10.2186	-0.0166	0.0135	-0.005
Si	6.9774	4.4251	10.6592	0.0112	0.0187	0.0285
Si	4.5625	6.4873	10.3355	0.0183	0.0008	-0.026
Si	10.3607	6.7998	10.4998	0.0004	-0.0036	0.0082
Si	1.1065	9.8643	10.0394	-0.0066	-0.0113	-0.0202
Si	6.8344	9.7068	10.2393	-0.012	-0.0104	0.0313
O	3.1349	1.1068	26.9798	-0.0002	0.0049	-0.0033
O	3.7467	8.6402	23.3716	-0.0019	-0.0006	0.0013
O	-15.983	9.5326	27.424	-0.0055	-0.0222	0.0157
O	9.5051	1.0929	27.0672	-0.0075	0.0187	0.0116
O	0.3078	5.4419	10.8522	0.0039	-0.0127	0.0028
O	5.5917	-0.2251	10.7437	0.0454	-0.0299	0.0028
O	-1.5114	1.9662	11.6178	-0.0284	0.0283	0.0358
O	6.3934	2.982	10.1833	-0.006	-0.0157	-0.0175
O	7.9253	4.1423	11.9987	0.0207	-0.0219	0.0054
O	10.0891	7.7051	11.8402	-0.0129	0.0098	-0.0052
O	1.6275	9.219	11.4522	-0.0001	0.0204	0.0143
O	9.8187	3.3594	13.9054	-0.0025	-0.0047	-0.0003
O	7.7517	9.1212	11.491	0.0176	-0.0133	-0.0099
O	3.9566	1.7625	11.4313	-0.009	-0.0015	-0.0189
O	5.7228	5.4655	10.9937	-0.01	0.0136	-0.0007
O	1.6276	3.0795	11.3824	0.0134	-0.0314	0.0204
O	8.097	2.7686	25.6951	0.0001	0.0234	-0.0014
O	0.0127	6.9349	26.1675	0.002	-0.0145	0.0103
O	1.9283	3.3335	26.2257	-0.009	0.0221	-0.0423
O	6.4571	4.5719	26.5181	-0.0046	0.0134	0.0068
O	-0.5109	5.181	28.1974	0.0373	0.0517	0.0339
O	2.9505	9.7836	25.5651	-0.0268	-0.017	-0.0009
O	0.7416	10.6577	26.708	-0.0228	0.0024	-0.0327
O	8.5919	3.2779	28.3165	0.0036	-0.0195	-0.0126
Si	7.831	5.2396	20.8306	0.0035	0.0008	0.0231
Si	10.4933	-1.446	14.7282	0.0073	-0.0027	-0.0028
Si	2.6531	6.9377	17.5182	-0.0011	-0.0026	0.0073
Si	2.7298	4.6089	19.4259	-0.0066	-0.0031	0.0005
Si	4.7748	8.721	22.1304	-0.001	-0.0037	0.0008
Si	9.5123	6.9533	19.0155	0.0011	-0.0016	-0.0008
Si	2.3672	15.035	24.8436	-0.0208	-0.0022	-0.0022
Si	7.0628	-1.9179	18.6613	-0.0008	-0.0005	0.0025
Si	-2.5728	2.3636	17.258	-0.0037	0.0019	0.0064
Si	1.9999	9.9482	12.8591	-0.0028	-0.0002	-0.0049
Si	6.8153	8.5387	26.5145	-0.0659	0.0624	0.0347
Si	-0.1328	6.7618	16.1878	-0.008	0.0025	0.0033
Si	8.7132	2.8961	12.7629	0.0146	0.0036	-0.0019
Si	-0.2344	11.2332	17.3124	-0.0047	-0.0037	0.002
Si	10.7942	-1.5062	19.8682	-0.0001	-0.0003	-0.002
Si	8.7933	8.4128	12.5408	0.0057	0.0132	-0.0118
Si	12.0546	0.1992	21.9778	0.0034	-0.0038	-0.001
Si	15.3327	9.2621	17.9086	-0.0031	-0.0052	0.003
Si	11.6789	6.7131	24.7387	0.0005	0.0067	-0.0134
Si	6.7145	7.3518	14.2488	0.0133	-0.0043	-0.0021
Si	7.5301	8.9968	23.5755	-0.0117	0.0031	0.0041
Si	2.4505	-1.6679	24.1039	0.004	-0.0023	0.0128
Si	1.8162	-8.3606	17.015	-0.0046	-0.0027	-0.0004
Si	4.9957	6.0087	20.943	-0.0023	0.0027	0.0013
Si	10.2913	3.9161	15.39	-0.0098	-0.0051	-0.0027
Si	2.4639	2.9885	22.0486	-0.0015	-0.0019	-0.0027
Si	7.2894	2.2676	20.2109	-0.0016	0.001	-0.007
Si	-1.9605	6.2065	23.6328	-0.0067	0.002	-0.0184
Si	4.8793	4.0114	23.3356	0.014	-0.0074	-0.0037
Si	2.5853	2.0767	12.2486	-0.0032	0.0017	0.0104
Si	4.0687	7.8244	13.057	-0.0224	0.0129	-0.0036
Si	6.684	1.4988	14.7578	0.0063	0.0039	0.0087
Si	6.4241	-1.1866	16.0014	0.0015	-0.0063	0.0085
Si	16.3521	-0.092	20.1491	-0.0051	-0.0024	0.0047
Si	4.4435	5.8878	15.3017	-0.0046	-0.0024	0.0117
Si	9.0807	11.0353	21.7441	-0.0142	-0.0055	-0.0015
Si	7.2945	4.1014	25.2002	0.0015	-0.0312	0.0142
Si	14.7785	2.8061	14.8956	-0.0106	-0.0007	0.0041
O	6.689	-0.1248	14.8145	-0.0021	0.0021	-0.011
O	3.0942	2.0687	16.1376	-0.0049	0.0002	0.0017
O	12.8802	5.6554	24.9276	0.0036	-0.0035	0.0088
O	8.2574	7.9708	18.821	-0.0032	-0.0019	-0.0019
O	15.6138	-0.7121	21.4719	-0.0019	-0.0004	0.0038
O	8.6246	7.7958	23.6971	0.0008	-0.016	0
O	3.5825	-4.1913	14.1964	0.0028	-0.0099	0.0012
O	4.9232	5.3926	22.4647	-0.0023	0.0034	-0.002
O	10.2254	-2.8157	15.546	0.0055	-0.0076	-0.0008
O	4.3857	7.5309	21.0589	-0.0005	-0.0055	0.0023
O	7.6168	1.9795	13.5329	-0.0165	-0.0091	0.0073
O	10.8441	-11.9131	18.3217	-0.001	-0.0012	-0.0016
O	2.0952	4.0683	20.8484	-0.0003	-0.0011	-0.0018
O	1.9412	0.6334	12.6805	0	-0.0084	-0.0096
O	10.5971	6.0994	23.6929	-0.006	-0.0037	0.0045
O	4.1369	4.3201	15.3398	0.0004	0.0053	-0.0085
O	5.8393	1.483	20.2696	-0.001	-0.0001	0.0005
O	5.6197	-2.6712	18.409	-0.0057	0.0004	-0.003
O	13.3481	3.4815	18.2638	-0.0008	0.002	0.0059
O	-0.4445	-0.1913	15.7669	0.0012	0.0041	0.0057
O	1.2967	19.0698	24.1996	0.0062	0.0074	0.0159
O	14.9296	4.134	24.7034	0.0102	-0.0043	0.0078
O	2.9694	8.4814	17.9908	-0.0012	-0.0023	-0.0016
O	1.7457	14.3492	23.4755	0.0003	-0.0082	-0.0033
O	6.5503	-4.7589	20.489	0.0066	-0.0094	0.01
O	9.0112	5.5873	19.7553	-0.009	-0.0035	0.0077
O	12.046	10.0266	20.7507	-0.0045	-0.0029	0.0006
O	9.3435	9.5819	13.5624	0.0031	0.0037	0.0005
O	4.2772	5.0206	19.8402	-0.001	-0.0012	0.0039
O	9.3843	1.1654	17.6455	-0.0015	0.0015	-0.0016
O	7.0277	9.3223	25.0934	0.0084	-0.0162	0.0231
O	3.7489	7.1882	11.5872	-0.0028	0.0118	0.0287
O	8.3045	5.3354	24.8405	0.0123	0.014	0.0037
O	6.04	6.0119	14.9047	-0.0074	-0.0012	-0.0084
O	-1.7621	14.5357	16.5523	-0.006	-0.0091	0.004
O	2.1701	-4.9174	18.7938	-0.0011	0.0002	-0.0027
O	6.81	9.9867	19.9576	-0.0049	0.0004	-0.0021
O	7.1736	2.0065	16.2185	0.0047	-0.0005	-0.0034
O	10.692	7.7923	19.8108	-0.0054	-0.0018	0.0017
O	5.9264	7.1402	26.3039	-0.0114	0	0.0102
O	5.6666	8.0454	13.2131	0.0062	-0.0059	0.0024
O	0.7832	3.3464	15.9829	0.0061	-0.0048	0.0021
O	1.8588	10.5342	23.2816	-0.0093	0.0027	0.0025
O	11.9566	-1.4567	14.0467	-0.0239	0.0013	0.0047
O	4.8124	-1.2337	16.3749	-0.0004	0.0017	-0.0015
O	9.4289	9.9323	20.5975	0.0013	-0.0008	-0.0012
O	7.2865	10.0327	17.3747	-0.0067	-0.0014	0.0006
O	5.1769	2.008	14.4909	0.0031	0.0008	-0.0097
O	1.0778	1.2337	17.5659	-0.0005	-0.0005	-0.0019
O	7.2591	3.7185	20.9367	-0.0019	0.0108	-0.0045
O	7.6572	2.6872	18.6787	-0.0003	-0.0071	-0.0045
O	17.227	8.461	22.6712	-0.0069	0.0009	0.0065
O	6.9975	-2.6178	15.5121	-0.0076	0.0112	-0.0005
O	6.3742	3.6737	23.9059	-0.0162	-0.0011	0.0019
O	4.0287	6.4104	16.7957	-0.0081	0.0011	0.0017
O	8.0777	7.19	13.3846	-0.0217	-0.0034	0.0017
O	3.4489	-1.6211	13.2507	0.0092	-0.0091	-0.0112
O	2.8834	2.9071	13.5963	0.0006	-0.0003	-0.0019
O	-2.4729	5.5605	22.2671	-0.0102	-0.0042	-0.0196
O	4.4088	-0.3382	18.8691	-0.0017	-0.002	-0.0016
O	-0.4251	0.5952	22.3657	-0.0005	0.0011	0.0087
O	8.1684	10.349	22.9143	0.0051	0.0027	-0.0015
O	8.3728	1.3758	21.0354	-0.0046	-0.0011	0.005
O	10.4766	5.5197	15.1925	0.0008	0.003	-0.0042
O	4.0932	2.9251	22.366	-0.0071	-0.0007	0.0048
O	10.0657	6.4509	17.5907	-0.0018	0.001	-0.0004
O	12.868	12.4796	21.5313	-0.0036	-0.002	0.0061
O	1.4664	6.9318	16.4161	0.0019	-0.0042	0.0002
O	6.9059	12.3242	27.7006	0.0368	0.0277	-0.0012
O	-2.0689	6.4116	9.9719	-0.0239	-0.0174	-0.0148
O	10.9145	10.9807	10.506	-0.0178	0.0193	0.0005
O	4.4452	5.3653	27.9015	0.0241	0.0346	-0.0051

Results
free energy: -160126.365 eV
free energy less fixed offsets of O -568.88, Si -635.61 eV per atom: -2.625 eV

The program warned: the cutoff lies below the one the program advises for these potential files; the forces do not sum to zero within the program's tolerance; the exchange-correlation potential is rough where the density is thin.
